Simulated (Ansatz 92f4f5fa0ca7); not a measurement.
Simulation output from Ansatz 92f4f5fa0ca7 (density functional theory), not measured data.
Periodic cell of 256 atoms, Si144O112, from a study of silicon, its oxide and their interface. The atomic structure is a simulated model.
Doubt: the cutoff is far below the 930 eV that the study's wrapper takes by default for these files, so forces and energies are approximate.
This geometry differs little from another in the collection (a relaxation step or a small displacement).

Settings
functional: PBE
potential files: Ansatz PAW
basis: plane waves
wave-function cutoff: 580 eV
density cutoff ratio: 5
exchange-correlation grid ratio: 1
k mesh: 1 x 1 x 1, Gamma-centred
self-consistency stop: 5e-08 eV per atom in the density residual
occupations: fixed
spin: none
net charge: 0

Cell vectors (angstrom)
a  10.938  0  0
b  0  10.938  0
c  -2.638  -4.898  36.5233

Atoms: element, x, y, z (angstrom)
Si  -1.4456  -5.6351  28.636
Si  1.4673  -3.5765  29.0891
Si  -1.9064  -0.4309  28.8957
Si  2.0327  -9.6674  28.9789
Si  -6.1849  -6.7551  28.9332
Si  -3.8264  -3.5407  29.0599
Si  3.6853  -0.509  29.2665
Si  -4.1258  -9.1345  29.3346
Si  0.0886  -4.95  30.3393
Si  2.7506  -2.2139  30.5025
Si  0.0398  -10.4067  30.1154
Si  2.9129  -7.7599  30.1794
Si  -5.3062  -4.9716  30.2906
Si  -2.6596  -2.0811  30.4501
Si  5.4083  0.4361  30.5247
Si  -2.7012  -7.7538  30.5092
Si  -1.2401  -3.5184  31.7252
Si  1.3545  -0.7736  31.7203
Si  -1.1813  -9.0508  31.7099
Si  1.5013  -6.3572  31.6382
Si  4.2334  -3.5901  31.7113
Si  6.9012  -0.808  31.8157
Si  4.1716  1.9607  31.7784
Si  -3.9842  -6.2483  31.7722
Si  -2.638  -4.898  33.105
Si  0.0965  -2.1635  33.105
Si  -2.638  -10.367  33.105
Si  0.0965  -7.6325  33.105
Si  2.831  -4.898  33.105
Si  5.5655  -2.1635  33.105
Si  2.831  0.571  33.105
Si  5.5655  -7.6325  33.105
Si  1.3673  -1.3673  3.418
Si  4.1018  1.3673  3.418
Si  1.3673  4.1018  3.418
Si  4.1018  -4.1018  3.418
Si  6.8362  -1.3673  3.418
Si  -1.3673  1.3673  3.418
Si  6.8362  4.1018  3.418
Si  -1.3673  -4.1018  3.418
Si  2.7547  0.0028  4.8022
Si  5.4869  2.7553  4.8067
Si  2.7594  5.4909  4.7178
Si  5.502  -2.7555  4.7641
Si  -2.7328  0.0117  4.7442
Si  0.0019  2.7486  4.7934
Si  8.2119  5.5007  4.8958
Si  -0.1035  -2.7098  4.7504
Si  1.4546  1.4414  6.1485
Si  4.178  4.2372  6.1091
Si  1.2409  -4.1777  5.9567
Si  4.2499  -1.2914  6.1034
Si  -4.0331  1.3955  6.1365
Si  -1.3568  4.0589  6.2658
Si  6.9027  -3.9303  6.2873
Si  -1.4303  -1.3247  6.191
Si  -0.1447  0.2455  7.3807
Si  2.7097  3.0252  7.4431
Si  0.3941  -5.7835  7.4122
Si  3.2063  -2.6312  7.7017
Si  5.9151  -0.2927  7.376
Si  -2.4514  2.4001  7.5589
Si  5.233  5.8718  7.4844
Si  -3.25  -2.0165  7.5918
Si  -1.2708  -6.2653  34.4723
Si  1.4637  -3.5308  34.4723
Si  -1.2708  -11.7343  34.4723
Si  1.4637  -8.9998  34.4723
Si  4.1982  -6.2653  34.4723
Si  6.9327  -3.5308  34.4723
Si  4.1982  -0.7963  34.4723
Si  6.9327  1.9382  34.4723
Si  0.0965  -4.898  35.8395
Si  2.831  -2.1635  35.8395
Si  0.0965  -10.367  35.8395
Si  2.831  -7.6325  35.8395
Si  5.5655  -4.898  35.8395
Si  -2.638  -2.1635  35.8395
Si  5.5655  0.571  35.8395
Si  -2.638  -7.6325  35.8395
Si  1.3673  1.3673  0.6835
Si  4.1018  4.1018  0.6835
Si  1.3673  -4.1018  0.6835
Si  4.1018  -1.3673  0.6835
Si  6.8362  1.3673  0.6835
Si  -1.3673  4.1018  0.6835
Si  6.8362  -4.1018  0.6835
Si  9.5708  -1.3673  0.6835
Si  0  0  2.0507
Si  2.7345  2.7345  2.0507
Si  0  -5.469  2.0507
Si  2.7345  -2.7345  2.0507
Si  5.469  0  2.0507
Si  8.2035  2.7345  2.0507
Si  5.469  5.469  2.0507
Si  8.2035  -2.7345  2.0507
Si  -0.038  1.0141  20.5577
Si  4.1531  1.2085  9.5751
Si  2.0134  4.5577  17.3896
Si  3.5992  -1.8972  23.4315
Si  7.2412  1.5008  17.4869
Si  0.7668  -1.3929  19.3272
Si  3.5519  -4.7462  26.8718
Si  4.9554  -1.7633  13.6838
Si  0.9796  5.3475  12.7241
Si  5.6716  0.9555  12.2428
Si  -0.8661  -5.154  25.6814
Si  -2.2044  1.3363  12.265
Si  0.9024  0.303  14.9292
Si  1.8177  -0.8119  9.6629
Si  5.4083  -4.1593  22.3778
Si  -3.0628  -5.8263  23.5006
Si  1.9353  -6.3469  24.7223
Si  6.0018  5.6439  10.4838
Si  -3.0389  -8.9287  20.5116
Si  1.3481  -2.2579  16.4724
Si  5.5228  5.3186  15.1652
Si  7.5638  4.555  16.9826
Si  0.9796  -1.3911  22.0427
Si  -2.1082  0.5189  15.0237
Si  8.1985  -2.947  10.6283
Si  -0.8571  -5.5231  18.2117
Si  3.7152  -6.8355  22.1959
Si  -0.6165  -5.0633  10.1601
Si  -3.1396  -4.092  18.8517
Si  7.8535  -2.1129  13.5848
Si  2.4739  -8.3561  19.7264
Si  4.447  2.5361  14.5469
Si  -0.4795  -3.2047  14.1228
Si  3.8648  -4.0334  17.2718
Si  -4.7179  -8.5371  23.0997
Si  4.0345  -4.4931  12.6976
Si  0.274  -0.6606  12.317
Si  5.1939  -2.0524  26.9756
Si  4.6707  0.0467  16.2882
Si  5.5084  -2.5329  19.5879
Si  1.2492  -1.0475  24.8146
Si  1.6916  3.2115  14.5748
Si  2.3714  -9.38  25.7746
Si  -2.1813  -6.0187  20.7254
Si  8.1117  3.6328  10.3559
Si  5.0717  0.2035  24.8296
Si  3.6749  -0.2497  19.1433
Si  -0.5009  -2.2783  26.9812
O  5.7744  5.2691  8.912
O  -2.1018  -3.1935  14.3085
O  5.1515  5.7136  13.641
O  -2.2533  -5.4706  24.8698
O  -2.6648  -4.5378  28.4043
O  0.6148  -0.5104  8.6175
O  2.5714  -1.791  22.1623
O  3.9011  -2.8878  13.099
O  -3.0404  -10.1794  28.5384
O  -2.4609  1.1064  16.4938
O  4.0438  1.3637  15.5938
O  4.1337  -1.1449  27.809
O  0.2624  -2.7347  28.3401
O  1.5197  4.0578  7.9792
O  -1.268  1.3116  7.984
O  5.5782  2.003  13.5038
O  4.4941  -0.531  23.4786
O  -2.0195  2.7055  11.4192
O  3.9429  1.1023  25.6231
O  -0.8605  -3.5314  25.9916
O  6.9114  3.0852  17.2704
O  -0.1236  -0.0126  19.2695
O  -1.9151  -5.9823  22.3263
O  3.2473  -5.428  17.8151
O  0.6115  -2.1811  17.9334
O  7.2491  0.7593  11.8772
O  6.0859  0.4787  16.9734
O  -0.1685  -2.0035  13.0919
O  2.8057  -2.01  9.1653
O  0.3552  -1.6131  23.5456
O  0.6665  0.1973  21.7846
O  5.2128  0.2377  8.7955
O  12.7329  -3.0222  7.007
O  -6.8528  -3.9787  7.9575
O  -3.4302  -9.662  19.0922
O  -0.6371  -0.1201  15.2066
O  -1.7118  -1.2927  27.4769
O  -3.9286  -2.6662  18.8981
O  6.1955  1.2654  24.2865
O  3.697  2.5041  8.6778
O  -0.0424  -4.619  13.5059
O  4.4855  -3.2729  18.561
O  1.0868  1.8754  15.2936
O  2.0657  -7.8339  25.3738
O  4.9488  -4.4301  16.1243
O  0.5246  -1.3098  26.2085
O  0.9697  -8.6947  20.2554
O  0.5362  5.3116  11.1595
O  0.2887  -3.0388  15.5328
O  1.7162  -0.7865  15.8288
O  -4.4819  -2.5604  27.8899
O  1.9664  4.2637  15.7913
O  3.144  -7.2863  20.7421
O  -1.6187  -4.0479  18.2128
O  -2.8571  -2.1282  9.2151
O  1.8919  -9.4994  27.3318
O  -3.9626  -5.2599  18.0343
O  -2.0159  -7.0757  29.1421
O  5.0236  -0.5018  12.6357
O  0.6681  -5.5181  17.7278
O  4.7081  -1.1674  15.1935
O  -3.0895  -7.31  20.3053
O  -4.0666  -9.2334  21.7502
O  5.6001  -3.2436  21.0429
O  1.1061  -1.2066  11.0528
O  8.1114  -1.9998  11.9605
O  2.3926  -4.3366  27.9519
O  2.7224  -3.1091  16.5759
O  -2.9994  -4.6469  20.3849
O  6.978  -4.0102  10.6691
O  4.3942  -6.0107  27.4962
O  0.3618  -2.1928  20.7325
O  4.5894  -4.8741  11.1988
O  -4.1454  -4.6358  23.1308
O  2.532  5.8358  12.8559
O  3.0694  2.8795  13.7587
O  2.3387  -1.0527  19.5647
O  2.7411  0.4888  9.922
O  6.7771  4.3006  11.0507
O  0.7547  3.8846  13.4276
O  0.0254  -4.8112  8.6909
O  -1.2784  -3.68  10.7039
O  2.903  -5.28  25.4854
O  7.9055  -0.6826  14.3977
O  4.5876  -5.4894  21.95
O  3.7419  -0.3915  17.5311
O  4.5228  -3.2319  23.3962
O  -3.8306  -7.2659  23.6323
O  5.0035  -0.9824  19.7802
O  1.5106  0.5714  24.7786
O  -0.851  -6.0668  19.7709
O  2.6692  -1.8813  24.7902
O  2.2251  -7.7493  18.2326
O  0.4116  -5.7268  24.8155
O  -0.8156  -5.9035  27.1392
O  5.6697  -1.0256  25.7725
O  2.4475  -6.4899  23.175
O  4.8834  3.8346  15.4156
O  3.5017  -9.6365  19.6239
O  4.8689  1.6128  10.9831
O  7.7419  2.8248  8.9773
O  1.2606  0.1645  13.3346
O  -1.8015  4.8016  9.9159
O  4.6867  -8.0131  22.8064
O  -1.7473  4.463  17.1941
O  -2.1176  1.6879  13.8726
O  4.4817  -3.4548  26.5047
O  7.1186  5.0928  15.4932
O  6.334  -2.6233  13.7663
O  -1.5258  -9.3923  20.9348
O  -5.0984  -7.9818  28.5415
O  -1.0068  0.2751  11.8905

Results
free energy: -155243.746 eV
free energy less fixed offsets of O -568.88, Si -635.61 eV per atom: -1.346 eV

Forces (eV/angstrom), in the order of the atoms: element, x, y, z
Si  -0.0094  -0.0154  -0.0018
Si  0.0213  0.0229  -0.0026
Si  0.0054  -0.0585  0.0648
Si  0.0514  -0.0083  0.0176
Si  0.0138  0.0177  -0.0121
Si  -0.0153  -0.0096  0.0477
Si  -0.0606  0.0128  0.054
Si  0.0038  0.0026  0.0062
Si  -0.0078  -0.023  -0.0036
Si  -0.0091  0.0046  -0.0074
Si  -0.0092  0.008  -0.0018
Si  -0.0261  -0.0067  -0.0047
Si  0.0024  0.0092  0.0033
Si  -0.0069  0.0332  -0.0306
Si  0.0066  0.0133  0.0008
Si  0.0012  -0.0101  0.001
Si  0  0.0015  0.0215
Si  0.0071  -0.0232  0.0034
Si  -0.0052  0.0038  -0.0038
Si  0.0041  -0.0035  0.0073
Si  0.0008  -0.0022  0.0035
Si  0.0007  -0.0228  0.0083
Si  -0.0061  -0.0106  0.0169
Si  -0.0149  0.0077  0.0048
Si  0.235  0.3522  0.1073
Si  -0.1528  0.015  0.286
Si  0.2052  0.1007  -0.0291
Si  0.4233  -0.2319  -0.1878
Si  -0.0567  -0.3898  -0.4983
Si  -0.1934  -0.5189  0.3303
Si  -0.5394  0.0573  -0.0534
Si  0.0112  0.1252  0.1931
Si  -0.0935  0.0385  0.2833
Si  0.1011  0.0986  0.1452
Si  -0.1395  0.0175  -0.1833
Si  0.3335  0.1652  -0.4877
Si  0.0021  0.0038  -0.275
Si  0.2133  0.1058  -0.17
Si  0.2188  0.3019  0.4386
Si  -0.5203  -0.2414  -0.1362
Si  -0.0086  0.0011  -0.0006
Si  -0.0034  -0.0134  -0.0022
Si  0.0338  -0.0505  -0.0231
Si  0.0006  0.0221  0.0107
Si  -0.0044  -0.0148  -0.0038
Si  0.0125  0.006  -0.0251
Si  0.0181  -0.007  -0.0024
Si  0.0098  -0.0245  0.0013
Si  -0.0103  -0.0308  -0.0038
Si  -0.0019  0.01  -0.0065
Si  -0.1109  0.0082  -0.0199
Si  0.0065  0.0036  -0.0048
Si  -0.0034  0.0149  -0.0156
Si  0.014  0.0478  0.0099
Si  -0.0148  -0.0155  0.0144
Si  0.0034  0.0018  0.0167
Si  0.0148  0.004  -0.0855
Si  0.0049  -0.007  0.0233
Si  -0.0391  -0.0164  -0.0484
Si  0.0021  0.0419  0.0182
Si  0.0116  -0.0662  0.0056
Si  -0.0093  0.0082  -0.001
Si  0.0423  -0.0185  -0.0342
Si  -0.0191  0.0543  -0.0363
Si  0.0083  0.0878  -0.0691
Si  -0.0483  0.0308  -0.0738
Si  -0.1057  -0.1242  0.0588
Si  -0.0267  0.0122  0.0633
Si  -0.0181  -0.0304  0.0454
Si  -0.001  0.0048  0.0399
Si  -0.1219  -0.1473  -0.0569
Si  0.0769  0.0881  -0.026
Si  0.0251  -0.027  -0.0265
Si  0.0335  0.0032  -0.01
Si  0.0249  0.0462  -0.0206
Si  -0.0143  -0.092  0.002
Si  0.0479  0.0237  -0.0079
Si  -0.0162  0.0342  -0.0007
Si  0.0202  0.014  -0.0344
Si  -0.0047  -0.0051  -0.0203
Si  -0.0225  -0.0007  0.0043
Si  -0.0228  -0.0226  0.009
Si  -0.013  -0.0213  0.02
Si  -0.0246  0.0516  0.0154
Si  -0.0316  0.0021  0.027
Si  0.0087  -0.0388  0.0069
Si  -0.0034  0.0544  -0.0104
Si  0.0071  -0.0348  0.0268
Si  0.0597  0.0955  -0.0005
Si  -0.0026  -0.006  0.018
Si  0.0144  0.0128  0.021
Si  0.0383  -0.0178  0.0052
Si  0.0283  0.0047  0.0149
Si  0.1228  0.0867  0.0294
Si  0.0061  0.0671  -0.034
Si  -0.0611  -0.122  -0.0424
Si  0  0.0077  0.0024
Si  0.0028  0.0052  0.0061
Si  -0.0016  0.0023  0.0031
Si  0.0034  -0.0048  -0.0018
Si  -0.0067  0  -0.0027
Si  -0.0008  0.0001  0.0028
Si  0.0163  -0.0042  -0.0137
Si  -0.0019  0.0004  -0.005
Si  0.0008  -0.0031  -0.0024
Si  -0.0097  0.0079  -0.0099
Si  0.0045  -0.0021  0.0019
Si  0.0001  0.0004  0.0006
Si  -0.0024  -0.0026  -0.0054
Si  0.0143  0.0028  0.0051
Si  -0.0015  0.0002  0.0016
Si  0.0006  0.0046  0.0025
Si  0.0022  0.0037  0.0003
Si  -0.0036  -0.0017  0.0012
Si  -0.0002  -0.0069  0.0022
Si  0.0037  -0.0008  -0.0014
Si  0.0012  -0.0009  -0.0038
Si  0.0013  -0.0019  -0.0031
Si  -0.0019  0.0097  -0.0067
Si  0.0076  -0.0015  -0.0021
Si  0.0081  0.0206  -0.0096
Si  -0.0012  0.0048  -0.0053
Si  0.0004  0.0037  0.0035
Si  0.0055  0.0072  -0.0075
Si  0.0052  -0.0009  -0.002
Si  -0.0027  0.0032  -0.0114
Si  -0.0053  -0.0042  0.0028
Si  -0.0039  -0.0007  -0.0082
Si  0.0029  -0.0052  -0.004
Si  -0.001  0.0013  -0.0037
Si  -0.0018  -0.0058  -0.0031
Si  0.0019  0.0005  -0.006
Si  0.0065  -0.0044  -0.0009
Si  0.0072  -0.0313  -0.0194
Si  0.0034  0.0027  0.0001
Si  0.0015  0.0064  -0.0033
Si  0.0014  0.0014  -0.0047
Si  0.0036  0.0005  -0.0028
Si  -0.0049  0.0058  0.0126
Si  -0.0002  0.0039  -0.0006
Si  -0.008  -0.0045  -0.007
Si  0.0013  0.005  0.0048
Si  0.0019  0.0029  0.0038
Si  -0.0029  -0.0075  -0.0165
O  0.0055  -0.002  0.0254
O  -0.0005  -0.0003  0.0074
O  -0.0041  0.0028  0.0011
O  0.0002  -0.0017  0.0052
O  0.0036  0.0113  -0.0078
O  0.0082  -0.0264  0.0458
O  0.0029  -0.0013  0.0035
O  -0.0001  0.0005  0.0047
O  -0.0029  0.0168  -0.0286
O  0.0032  -0.0002  0
O  0.0024  0.0022  0.005
O  0.007  0.0054  -0.0531
O  0.0161  -0.0036  0.013
O  0.021  -0.014  0.0226
O  -0.016  0.0135  0.0301
O  0.001  -0.0016  0.0057
O  -0.0019  0.0001  0.0016
O  0.0048  -0.0001  0.0031
O  0.0005  -0.0037  0.0024
O  0.0006  0.0016  0.008
O  0.0026  0.001  0.0044
O  0.0022  -0.0016  0.0056
O  0.0001  -0.0001  0.0033
O  -0.0044  0.0001  0.0008
O  0.0042  0.0023  0.0003
O  0.0034  -0.0003  0.0016
O  -0.0036  -0.0008  0.0017
O  -0.0001  -0.003  0.0084
O  -0.0045  0.0034  -0.0124
O  -0.0007  0.0005  0.0133
O  0.0006  -0.0074  0.0032
O  -0.0059  0.0134  0.0125
O  0.0331  0.0333  0.0261
O  -0.0093  0.0058  0.016
O  0.0004  0.0035  0.0016
O  -0.006  0.0058  0.0041
O  0.0068  0.0013  -0.0035
O  -0.0025  -0.0007  0.0046
O  -0.001  -0.0005  0.0059
O  0.0068  -0.002  0.0035
O  0.0024  0.0046  0.0072
O  -0.0003  -0.0016  0.0001
O  -0.0003  0.0025  0.0045
O  0.002  -0.0031  0.0069
O  0.0021  -0.0008  0.0019
O  -0.0085  -0.0029  0.0026
O  0.0059  0  -0.0043
O  -0.0057  0.0009  -0.0021
O  -0.0061  0.0001  -0.0024
O  -0.0023  0.0021  0.0058
O  -0.004  0.0152  -0.0114
O  -0.0001  -0.0031  -0.0004
O  -0.0004  -0.0004  0.0027
O  -0.0011  0.0006  0.0034
O  0.011  -0.0197  0.0375
O  -0.0015  0.003  -0.015
O  0.0011  -0.0016  0.0036
O  0.0122  0.006  -0.005
O  0.0026  -0.0004  0.0046
O  0.0075  -0.0032  0.002
O  0.0027  -0.0036  0.0006
O  -0.0002  0.0027  0.0017
O  -0.0007  0.0026  0.0032
O  -0.0003  -0.0036  0.003
O  -0.0041  -0.004  0.0126
O  -0.0017  -0.0021  0.0028
O  -0.0075  0.0012  0.0075
O  -0.0023  -0.0009  0.0059
O  -0.0023  -0.0031  0.0031
O  -0.0025  -0.0057  0.0007
O  -0.0158  0.0192  0.0117
O  -0.001  -0.0059  0.0005
O  0.0026  0.0004  -0.0028
O  0.002  -0.0037  0.0018
O  -0.0017  0.0013  0.0045
O  -0.0018  0.0011  0.0038
O  -0.0034  -0.0002  -0.0016
O  -0.0035  -0.0027  -0.0077
O  0.0009  0.0006  0.0009
O  -0.0023  0.0008  0.0039
O  -0.0078  0.0146  0.0265
O  -0.0011  -0.0104  -0.0066
O  -0.0035  -0.0044  0.0079
O  -0.0017  -0.0029  0.0042
O  -0.0048  -0.0095  0.0016
O  0.0015  0.0018  0.0042
O  -0.0049  0.0051  0.0026
O  -0.0005  0.0001  0.0025
O  -0.0021  -0.0029  0.0004
O  -0.0005  -0.0105  -0.001
O  -0.0019  -0.0012  0.0047
O  -0.0005  0.0051  0.0025
O  0.0023  0.0034  0.0068
O  -0.0021  -0.0024  0.0069
O  0.0007  0.0031  -0.0004
O  0.0019  0.0054  -0.001
O  0.0048  -0.0007  -0.0043
O  -0.0014  -0.0008  0.0056
O  -0.0009  0.0007  -0.0002
O  0.0045  -0.0024  0.0047
O  -0.0015  0.0101  0.0162
O  -0.0013  0.002  0.0012
O  0.0013  0.0009  0.004
O  0.0001  0.0029  0.0007
O  -0.0032  0.001  0.006
O  0.0011  0.0008  0.0011
O  -0.0036  0.005  0.0164
O  -0.0008  0.0029  0.0024
O  -0.0005  0.0025  0.0078
O  0.0007  -0.001  -0.0013
O  0.0026  -0.0239  -0.0015
O  -0.0056  0.0057  0.0017

The program warned: the cutoff lies below the one the program advises for these potential files; the forces do not sum to zero within the program's tolerance; the exchange-correlation potential is rough where the density is thin.
